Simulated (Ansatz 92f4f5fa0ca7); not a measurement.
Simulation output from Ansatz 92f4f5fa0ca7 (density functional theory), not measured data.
Periodic cell of 130 atoms, Si86O44, from a study of silicon, its oxide and their interface. The atomic structure is a simulated model.

Settings
functional: r2SCAN
potential files: Ansatz norm-conserving
basis: plane waves
wave-function cutoff: 1300 eV
density cutoff ratio: 4
exchange-correlation grid ratio: 1
k mesh: 2 x 2 x 1, shifted by 0.5 0.5 0.5 of a step
self-consistency stop: 5e-08 eV per atom in the density residual
occupations: Fermi-Dirac, 0.05 eV
spin: none
net charge: 0

Cell vectors (angstrom)
a 10.88 0 0
b 0 10.88 0
c 0 0 19.0935

Atoms: element, x, y, z (angstrom)
Si 0.4055 -0.613 -0.3518
Si 2.8741 2.6509 -0.2209
Si 0.0131 5.6789 -0.2378
Si 2.6543 8.3083 -0.2449
Si 5.2988 0.2518 -0.3803
Si 8.1198 3.2254 0.1045
Si 5.6025 5.0823 0.2243
Si 8.5036 7.6491 0.3724
Si 1.4484 1.0765 0.9908
Si 3.9019 3.9962 1.3406
Si 1.5653 6.7534 1.3329
Si 4.0454 9.5633 1.2332
Si 6.8632 1.3221 1.212
Si 9.5686 4.3573 1.4662
Si 6.8875 6.5662 1.4675
Si 9.7588 9.3566 1.3184
Si -0.1792 2.6307 2.3718
Si 2.6327 -0.0093 2.5523
Si 0.1064 8.0151 2.6962
Si 2.9519 5.6298 2.6796
Si 5.4556 2.7164 2.7499
Si 7.9929 -0.3076 2.4324
Si 5.4737 7.9641 2.4084
Si 8.2255 5.7258 3.1556
Si 1.4086 4.0252 3.6397
Si 4.0099 1.3903 3.9306
Si 1.0521 9.6043 4.0329
Si 4.2252 6.9682 4.0144
Si 6.9121 3.9896 4.019
Si 9.4058 1.2905 3.9112
Si 6.8243 9.449 3.8514
Si 9.6558 6.9962 4.254
Si -0.0946 -0.0276 5.6072
Si 2.5587 2.8758 5.1691
Si 0.0375 5.2641 5.142
Si 2.6296 8.0701 5.3044
Si 5.2783 -0.1914 5.3302
Si 7.9902 2.5316 5.4126
Si 5.3395 5.2381 5.4473
Si 8.082 8.1739 5.4531
Si 1.1587 1.4188 6.7601
Si 3.9478 3.8216 6.8989
Si 1.1315 6.6757 6.5019
Si 3.9473 9.3241 6.6913
Si 6.5839 1.3506 6.8825
Si 9.4355 3.9658 6.5551
Si 6.6161 6.7096 6.6829
Si 9.2602 9.5011 6.8593
Si 0.0781 2.6727 8.3553
Si 2.4975 -0.0433 8.0071
Si 0.1475 8.5013 7.7117
Si 2.8018 5.4701 8.1412
Si 5.4876 2.7362 8.513
Si 8.151 0.3535 8.3227
Si 5.1815 8.0603 8.1852
Si 8.0517 5.5356 8.15
Si 1.2143 4.2437 9.5133
Si 4.034 1.0976 9.502
Si 1.2408 9.4463 9.4114
Si 3.9686 6.6901 9.6445
Si 6.6441 4.3332 9.7261
Si 9.5695 1.4731 9.7596
Si 6.6752 9.7605 9.3092
Si 9.7464 7.0929 9.2763
Si -0.2171 -0.4938 10.9283
Si 2.9097 2.9119 10.8023
Si -0.3464 5.6515 10.7204
Si 2.8139 8.4736 10.8314
Si 5.0459 -0.3215 11.0195
Si 8.4424 3.2906 10.7563
Si 5.2634 5.1364 11.2464
Si 8.2408 8.4943 10.3788
Si 9.1815 9.5117 17.023
Si 7.2026 11.2131 16.3601
Si 10.619 -2.3859 14.6915
Si 0.3599 0.2931 13.7463
Si -4.5607 0.0315 13.5225
Si 1.4087 -4.1123 13.0725
Si 5.5226 8.2158 14.6174
Si 7.987 -2.3873 13.1164
Si 4.0002 5.8958 14.0151
Si 9.2178 2.4882 13.5485
Si 1.1471 3.658 16.546
Si 9.13 2.6757 16.4594
Si 12.2298 2.7572 13.6302
Si 15.3388 17.6936 16.7847
O 2.5286 5.666 -5.7207
O 1.3896 -1.7582 -0.9528
O 2.4439 3.3408 -1.5792
O 4.1882 1.5708 -0.862
O -1.2644 6.647 -0.4146
O 0.5837 4.9466 -1.7367
O 3.0847 7.4726 -1.625
O 8.3061 -2.1388 -0.903
O 5.8645 0.2235 -1.8004
O 10.2567 -0.3436 -1.569
O 8.6318 3.7997 -1.5735
O 6.6988 3.9555 -0.1763
O 0.8036 7.2531 -4.5809
O 16.4226 18.7024 -2.8449
O -2.6921 2.5565 12.3285
O -1.3309 -1.6652 11.3511
O 4.1293 3.9476 10.9605
O 0.3491 6.2492 12.0525
O -1.5101 4.6665 11.3193
O 2.0039 7.8698 12.1063
O 7.9652 9.9955 15.8983
O 3.9156 -1.4274 11.7858
O 4.2501 -5.2412 15.6076
O 11.715 -0.1847 12.2627
O 5.0927 5.202 12.8949
O 6.5802 11.7261 14.8574
O 7.5768 7.6868 11.7201
O 9.6815 11.862 13.8389
O 9.4394 8.1431 13.6408
O 5.3144 9.8148 14.2571
O 5.1227 6.1068 18.0102
O 11.1174 -0.8659 14.808
O -2.5918 1.4009 16.86
O 4.2574 7.5908 13.8769
O 7.589 10.0195 13.1144
O 1.8913 3.5986 15.0383
O -9.31 1.168 14.1825
O 2.3886 2.7824 12.313
O -2.2045 3.143 14.8999
O 7.0001 7.7407 14.3373
O -0.9893 -2.6354 16.1248
O 10.7379 2.6172 16.6578
O 10.8119 3.0431 13.0048
O 5.531 0.5288 12.2982

Results
free energy: -30544.018 eV
free energy less fixed offsets of O -463.61, Si -117.95 eV per atom: -1.478 eV
pressure: -0.64 GPa
stress xx, yy, zz, yz, xz, xy (GPa, positive in tension): 0.05, -1.12, 3, 0.61, -1.68, -0.21

Forces (eV/angstrom), in the order of the atoms: element, x, y, z
Si -0.3055 -0.1354 1.6322
Si 2.5368 -3.8074 -0.2933
Si 0.1882 -1.9366 -0.328
Si -0.7158 -1.2913 -0.4107
Si -3.0643 3.776 4.1619
Si -0.5067 0.9225 -2.3
Si -0.138 1.2039 -2.1112
Si 2.5028 1.5808 -2.8293
Si -1.351 2.1223 -1.249
Si 1.2117 0.2858 0.483
Si -0.4941 0.9571 -2.0579
Si 0.9766 -0.4566 -1.7922
Si -0.3538 0.2016 -0.9303
Si 0.3509 0.7225 -0.5584
Si -0.2526 -0.8347 -0.3083
Si -0.5974 -0.2642 0.6833
Si 1.4249 -1.1471 0.727
Si 0.1399 -0.5097 1.4618
Si 0.0105 0.6368 -0.0472
Si -0.9014 -1.8109 0.0074
Si 0.2486 -0.1825 -1.8794
Si 3.056 2.4475 -0.5766
Si -0.3953 2.7298 0.9795
Si -0.3765 -2.1516 -2.037
Si -0.7974 0.9785 -0.2588
Si -0.3126 -0.752 1.0561
Si 2.8114 -0.5295 0.3141
Si -0.2682 -1.4894 1.1019
Si -0.9964 0.9573 0.961
Si -0.0921 -0.9355 0.3592
Si -1.9047 -1.4519 1.7451
Si 0.4573 -0.1314 0.3462
Si -2.0926 0.171 -1.9549
Si 0.6298 -2.1781 2.0624
Si -1.0003 -0.7969 0.3777
Si -0.913 0.6125 -0.7945
Si 0.5398 0.9569 0.0006
Si 0.667 -0.0345 -0.3495
Si 0.0379 0.0599 -0.7169
Si -1.0065 -0.2196 -0.2223
Si 1.6892 0.7943 -0.2701
Si 0.6175 1.1191 -0.2759
Si 2.5362 0.7217 1.5729
Si -0.7755 0.7878 0.7409
Si 0.4245 0.078 -0.4717
Si 0.1496 0.0695 2.0412
Si 0.274 0.668 1.0619
Si -0.2911 2.5958 0.2445
Si -1.24 0.6063 -1.9108
Si 1.5528 0.313 0.0192
Si -0.3316 -3.3723 0.7606
Si -2.4621 -0.5036 -1.006
Si -1.2728 -1.0147 -1.6358
Si -0.3335 -1.1368 -1.4239
Si 1.7729 0.3218 -0.4806
Si 1.1627 0.0991 -0.5865
Si 1.4451 0.1729 0.6822
Si -1.2814 1.2667 0.3221
Si 1.022 1.129 0.0195
Si 1.0504 1.1883 1.6651
Si 2.5174 -0.6161 -1.1275
Si 0.5112 -0.3864 0.4772
Si -1.1991 -0.8863 1.2669
Si -1.9438 0.4543 -2.1954
Si 0.0156 0.4427 1.0203
Si -0.8308 0.353 -0.8264
Si 1.0992 -1.8835 1.3324
Si 1.4038 -0.3468 2.2015
Si -1.4721 -1.506 -0.4718
Si 1.043 0.6234 3.0343
Si -3.9092 0.3374 1.0849
Si 1.3821 -1.1266 1.7948
Si -2.1705 -5.701 -2.9699
Si -4.7083 4.4532 -2.7975
Si -1.6505 -2.3559 1.8582
Si -2.1184 -0.2887 -0.6618
Si -0.4857 -3.0346 4.6448
Si 0.1022 0.522 0.5508
Si 0.2049 3.0866 1.2744
Si -1.7094 -3.1671 1.7923
Si 1.5179 1.6286 -1.6556
Si 1.9055 0.4672 -1.1267
Si 0.8074 -0.3224 0.5672
Si -0.5204 3.0508 -0.4501
Si 4.3693 -0.6144 0.6084
Si -1.3797 -0.9597 0.712
O 0.8836 -0.6502 0.7054
O 0.3993 0.5666 0.8407
O -1.1197 -0.0867 -0.9356
O -1.2408 0.0319 2.6817
O -0.5333 0.4644 0.0601
O -1.0804 2.0804 1.5855
O 1.0898 0.1171 -0.1661
O -0.5012 0.7319 -0.6953
O 3.3482 -1.5694 -3.6771
O 0.2174 1.5519 -0.0947
O 0.2061 -1.7781 1.91
O -1.4623 0.4557 0.2211
O 0.3979 1.0965 -1.1573
O -0.8679 1.6799 -1.3959
O -0.1356 1.0257 -1.3462
O -0.3537 1.5124 -1.6616
O 1.2248 0.54 -0.2968
O -2.0694 -1.7024 -0.6385
O -1.4004 -1.7941 -1.3649
O 0.91 1.7291 -0.3798
O 4.1632 -3.8669 1.8636
O 0.3837 0.4395 -3.8842
O -0.8456 0.291 -0.5633
O -2.612 -0.4613 -1.8591
O -0.2458 1.0105 0.8283
O 1.3355 2.1579 1.3009
O 0.4833 1.1092 -0.2167
O 1.8146 -1.5519 -0.0385
O 1.2215 0.5714 -0.1742
O 0.1524 -1.8067 0.121
O 1.5933 -2.891 3.4378
O 0.3778 -1.5477 -0.2643
O -0.4852 -1.0388 0.6246
O -0.7074 -3.2689 0.0662
O 0.5725 1.135 -1.1682
O -2.5639 -0.2605 -0.4804
O 0.1918 3.4292 0.391
O -1.2442 -0.1822 2.4966
O 0.9793 -0.1594 1.3818
O 2.0458 0.5122 -3.1465
O -0.1234 2.0185 1.5031
O 1.1524 -0.5007 -1.1143
O -2.7497 0.3479 1.041
O -0.249 2.1061 -1.8012
